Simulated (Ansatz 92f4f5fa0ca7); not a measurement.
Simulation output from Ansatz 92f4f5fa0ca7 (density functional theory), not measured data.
Periodic cell of 252 atoms, Si144O100N8, from a study of silicon, its oxide and their interface. The atomic structure is a simulated model.

Settings: functional r2SCAN; potential files Ansatz norm-conserving; basis plane waves; wave-function cutoff 1300 eV; density cutoff ratio 4; exchange-correlation grid ratio 1; k mesh 2 x 2 x 1, shifted by 0.5 0.5 0.5 of a step; self-consistency stop 5e-08 eV per atom in the density residual; occupations Fermi-Dirac, 0.05 eV; spin none; net charge 0.

Cell vectors (angstrom)
a 10.888 0 0
b 0 10.888 0
c 0 0 35.7672

Atoms and the computed forces on them: element, x, y, z (angstrom), force x, y, z (eV/angstrom)
Si 0.1981 -0.0732 0.2225 -0.011 -0.0163 -0.0277
Si 1.9497 2.9127 -0.0226 -0.0523 0.0717 0.0388
Si -0.1911 5.2339 0.1435 -0.0049 0.016 -0.0088
Si 2.4592 8.6606 0.0507 -0.0113 -0.0028 0.0383
Si 5.3129 0.0567 0.4093 0.0387 0.0447 0.0534
Si 7.9456 3.0468 -0.2209 -0.0625 -0.0611 0.027
Si 5.7009 5.2825 -0.0486 0.016 -0.0576 0.0461
Si 8.4972 7.522 -0.0493 0.0128 -0.0436 0.1071
Si 1.2951 1.3841 1.6504 -0.0102 0.0282 0.025
Si 3.8941 4.0948 1.029 0.0409 0.0047 -0.0268
Si 1.3781 6.7738 1.1407 0.0244 -0.0075 -0.0003
Si 3.9494 9.5577 1.6566 -0.0204 -0.0074 0.0286
Si 6.9581 1.3952 1.2661 -0.0234 0.0068 0.031
Si 9.3442 3.9974 1.5086 0.0442 0.0236 0.0408
Si 6.8528 6.6751 1.4543 -0.0093 0.0064 0.0258
Si 9.4969 9.3776 1.1788 0.0006 0.0045 -0.0084
Si -0.1356 2.7059 2.8716 -0.0023 -0.0256 0.0576
Si 2.6753 0.0609 2.983 0.0154 -0.0141 -0.0124
Si 0.0029 8.1003 2.6093 -0.0132 0.0168 0.0445
Si 2.7323 5.4675 2.576 -0.0327 -0.028 0.0065
Si 5.3737 2.7426 2.5195 0.0247 0.0026 0.0146
Si 8.2173 -0.0717 2.6179 -0.0233 0.0279 0.023
Si 5.4465 8.1104 2.7351 0.0111 0.017 0.0108
Si 8.1013 5.3793 2.9062 -0.0319 -0.0067 0.0064
Si 1.3478 4.1406 4.0294 0.0252 -0.012 -0.0132
Si 4.1419 1.4472 4.111 0.0131 0.0112 -0.0056
Si 1.2732 9.4681 4.1174 0.0037 -0.0044 -0.0022
Si 4.0659 6.7496 4.0569 0.0295 0.0128 0.0194
Si 6.6701 4.005 4.1006 -0.0081 -0.0325 -0.002
Si 9.4596 1.2611 4.1415 -0.0085 0.0024 -0.0168
Si 6.8094 9.5349 4.0308 0.0086 -0.0012 -0.0112
Si 9.5569 6.8011 4.0855 -0.0019 0.0146 0.009
Si -0.0426 -0.0463 5.4949 0.014 0.005 0.008
Si 2.7235 2.7874 5.424 -0.0081 -0.0045 -0.0103
Si 0.028 5.4657 5.4533 -0.0062 -0.011 0.0049
Si 2.7085 8.1298 5.4288 0.0152 0.0166 -0.0018
Si 5.4774 0.0188 5.4244 0.0076 -0.0057 0.0105
Si 8.0865 2.659 5.4527 0.0002 -0.0057 0.0078
Si 5.3945 5.4162 5.4625 -0.0124 -0.0018 0.0175
Si 8.1786 8.1868 5.4154 -0.0266 0.0057 -0.0167
Si 1.3657 1.3711 6.7589 0.0097 -0.0337 -0.0026
Si 4.0487 4.1047 6.8525 0.0055 -0.0029 -0.006
Si 1.3709 6.8037 6.845 -0.0025 -0.0049 -0.0036
Si 4.0888 9.5326 6.7534 0.0041 0.0172 0.0162
Si 6.7928 1.3237 6.8685 -0.0148 -0.0006 -0.0192
Si 9.5225 4.0643 6.7512 -0.0202 -0.0028 -0.0043
Si 6.813 6.7979 6.7558 0.0041 -0.0133 -0.0017
Si 9.4939 9.5138 6.8563 0.008 0.0059 -0.0053
Si 0.0116 2.7268 8.1371 0.0023 -0.0057 -0.0054
Si 2.7274 0.0143 8.1239 0.0106 0.0168 0.0156
Si 0.0005 8.1728 8.1866 -0.0113 0.0212 0.0071
Si 2.709 5.4487 8.2283 0.0177 -0.0049 0.009
Si 5.4375 2.7324 8.172 -0.0065 -0.0193 0.0094
Si 8.1706 -0.0074 8.2342 -0.0085 -0.0078 0.0052
Si 5.4598 8.1663 8.1161 0.0116 0.0125 0.0051
Si 8.1967 5.4546 8.1266 0.0029 0.0007 -0.003
Si 1.3444 4.0667 9.5692 -0.005 0.0129 -0.003
Si 4.0526 1.3932 9.5077 0.0084 0.0147 0.0038
Si 1.3683 9.5576 9.5131 -0.0019 0.0001 0.0126
Si 4.1067 6.838 9.5128 -0.0109 -0.0029 -0.0049
Si 6.8558 4.0875 9.4885 -0.0013 -0.0257 -0.0117
Si 9.5662 1.3884 9.5376 -0.0271 -0.0127 -0.0058
Si 6.821 9.4673 9.5416 0.0199 0.0142 0.0011
Si 9.5532 6.7954 9.543 0.0099 -0.0062 0.0021
Si 0.045 0.0489 10.905 -0.0034 0.0195 0.0225
Si 2.7239 2.7347 10.9503 0.0026 -0.0198 -0.0089
Si 0.0123 5.4497 10.9404 0.0025 -0.0099 0.0032
Si 2.7113 8.1759 10.865 0.0172 0.0008 -0.001
Si 5.4305 0.0014 10.777 -0.0078 -0.0055 0.0018
Si 8.2447 2.7861 10.8971 0.0056 0.0146 -0.0126
Si 5.5048 5.4614 10.8124 0.0255 0.0099 -0.0086
Si 8.2201 8.1368 10.9441 -0.0272 0.0064 -0.0157
Si 1.3491 1.3991 12.3579 0.0017 0.0041 -0.0111
Si 4.1506 4.1697 12.1991 -0.0062 -0.0219 -0.0078
Si 1.4217 6.7848 12.2921 0.003 0.0114 -0.0102
Si 4.0527 9.5944 12.1462 0.0142 0.0117 -0.0162
Si 6.8299 1.343 12.0715 -0.0144 -0.0244 -0.0136
Si 9.5695 4.1452 12.3798 -0.014 0.0002 -0.0027
Si 6.8562 6.7108 12.2586 0.0054 -0.0029 -0.0285
Si 9.6204 9.5442 12.2665 -0.0256 -0.0082 -0.0043
Si 0.0991 2.8653 13.7934 -0.0219 -0.0148 0.006
Si 2.7275 -0.0395 13.6398 0.0182 -0.0105 -0.0004
Si 0.1003 8.1629 13.6687 0.013 -0.0022 -0.0113
Si 2.9003 5.5332 13.6849 0.0179 0.0109 0.0079
Si 5.5162 2.7088 13.4033 0.0048 0.0027 0.014
Si 8.1833 0.0817 13.4872 -0.011 0.0211 -0.0054
Si 5.4432 8.197 13.3558 -0.0038 0.0309 0.0175
Si 8.1554 5.4251 13.8209 -0.0008 -0.0104 0.0132
Si 1.8882 3.9579 15.0917 -0.0379 -0.0073 -0.1031
Si 3.972 1.5932 14.7292 -0.0138 0.0005 -0.1106
Si 1.6853 9.256 15.0589 0.0275 -0.0239 -0.0922
Si 4.0804 7.1932 14.9454 -0.0346 0.011 -0.1118
Si 6.9903 3.66 14.9458 0.0512 0.0243 -0.1028
Si 9.3257 1.598 14.8541 -0.0069 0.0138 -0.0755
Si 6.9535 9.353 14.6423 0.0459 -0.0185 -0.1052
Si 9.3174 7.1609 14.9923 -0.0051 -0.0543 -0.1193
Si -3.9313 23.1576 19.0535 -0.0131 0.0122 -0.1987
Si -5.75 1.6105 29.5688 -0.0129 -0.0144 0.1332
Si 4.0849 14.1742 24.3532 0.0124 -0.0412 -0.0376
Si 21.5807 15.3611 23.9318 -0.0049 -0.0497 -0.0454
Si -4.6458 -5.1055 26.4998 -0.0491 0.0144 0.0579
Si 27.131 -0.1015 16.919 -0.0117 0.0109 -0.2008
Si -10.0421 14.1884 20.3131 0.0084 0.0135 -0.1739
Si 13.868 6.8726 20.0323 0.0015 0.0073 -0.1879
Si 5.6214 -6.9516 17.815 0.0116 -0.0022 -0.1918
Si 5.2158 24.6954 32.1385 -0.0573 -0.0007 0.2111
Si -3.8684 19.996 22.939 -0.0446 -0.0036 -0.0953
Si 13.4244 4.327 18.0774 0.0395 0.0031 -0.2373
Si 16.8561 28.6383 17.5266 -0.0357 -0.0061 -0.1887
Si -16.4812 -0.0416 21.2576 0.0298 -0.0268 -0.1289
Si 19.8647 7.907 17.6822 -0.0345 0.0467 -0.2057
Si 10.0481 11.7646 19.7102 -0.0304 -0.0087 -0.1888
Si 9.4008 -0.4481 22.122 0.087 0.0287 -0.1304
Si -1.7752 24.35 21.8558 0.0438 -0.0788 -0.1661
Si 4.3032 19.9533 18.9883 0.0089 -0.0279 -0.2155
Si -5.0095 17.5981 21.5323 -0.0124 0.026 -0.1468
Si 9.2878 5.4268 26.2732 -0.0313 -0.0325 0.0043
Si 6.4081 7.3022 33.5264 -0.0366 0.042 0.1451
Si 14.3698 23.9767 21.8183 0.0003 -0.0014 -0.094
Si -7.8696 5.4535 28.9576 0.0365 -0.0225 0.0864
Si -9.4284 -7.9839 29.1942 -0.0444 -0.0415 0.1436
Si -0.0459 3.0821 26.5046 0.0383 -0.0342 0.0927
Si -13.6586 24.4392 32.3905 0.0585 0.0151 0.1674
Si 17.8177 16.1003 31.396 0.0137 -0.0658 0.1762
Si -2.1721 7.6968 20.8176 0.042 -0.0038 -0.2212
Si 10.5434 21.4338 17.0801 0.0147 -0.0217 -0.2288
Si -1.5191 9.4421 24.8513 0.0084 0.071 -0.0188
Si -8.6926 8.3513 28.2743 0.0324 0.0525 0.0953
Si -8.5665 16.8563 24.1478 0.0174 -0.0204 -0.0378
Si -16.1187 6.7599 29.299 0.0157 -0.0137 0.1247
Si 6.0772 3.6557 22.2384 0.0059 -0.0021 -0.1076
Si 3.6743 34.0483 34.0772 -0.0785 0.0016 0.0965
Si 0.4953 27.8729 21.6051 0.026 0.014 -0.1129
Si -9.6612 0.0322 29.4292 -0.0034 0.0572 0.1138
Si -5.7922 8.4659 27.0073 -0.0273 0.0423 0.1084
Si -5.9144 7.3546 24.2546 0.0323 0.0089 -0.0485
Si -2.8663 22.7455 29.8315 -0.0152 0.0161 0.1255
Si 10.5719 12.5844 31.2131 -0.0288 0.0338 0.2073
Si 11.3 18.3172 26.1362 0.0047 0.0346 0.0676
Si 20.7538 22.1976 27.3012 0.0089 0.0272 0.1337
Si 15.4024 3.5522 27.1988 -0.0099 -0.0228 0.0962
Si 26.3381 20.3376 33.8482 -0.0564 0.0451 0.0616
Si 6.0667 9.7529 29.286 0.005 0.0362 0.1068
Si 21.3861 -8.4202 34.175 -0.0055 -0.0038 0.2181
O 1.9661 -1.4116 29.4408 -0.0045 -0.0443 -0.0498
N -2.0903 2.7901 34.0179 -0.0125 0.0421 -0.2136
O 5.7271 -2.6048 29.8959 -0.0112 -0.0041 -0.0577
O -4.7988 9.5849 27.6569 -0.003 -0.0451 -0.0708
O 5.4908 6.2934 34.4368 0.0363 0.0394 -0.077
O -8.7076 12.7283 34.4838 0.0901 -0.0146 -0.0434
O -11.4532 12.4737 26.2904 -0.0068 0.005 -0.027
O 8.1137 -17.6358 31.6653 -0.0216 0.0464 -0.0435
O 11.2577 22.0503 30.8018 0.0407 -0.0522 -0.0785
O 12.5222 6.5843 25.4843 -0.0068 -0.0095 -0.0052
O 13.0282 12.2884 29.2962 -0.0131 0.0084 -0.0352
O 10.5096 11.872 34.8809 0.0125 0.0225 -0.063
N -2.5636 20.0038 21.7662 -0.0419 0.017 0.0178
O 5.0225 8.5315 25.3895 -0.0201 -0.0005 -0.0013
N 5.64 6.9382 27.593 0.0173 -0.0227 -0.0381
O 11.8543 9.8571 16.4053 -0.0488 0.0276 0.1031
O 4.9852 9.5484 20.3635 0.0413 0.0477 0.1095
O -6.6729 13.6136 33.3688 0.0625 0.0067 -0.1079
O -3.6417 6.9881 20.6847 -0.0124 -0.0113 0.0517
O 2.8919 8.2102 15.5054 0.0108 -0.0024 0.0356
O -4.8469 5.2369 22.1071 -0.0095 -0.0105 0.0362
O 4.4364 6.726 20.7582 0.0461 -0.0223 0.0653
O -4.1558 1.932 29.6287 -0.0206 -0.0018 -0.046
O 6.2457 11.8334 20.4187 -0.0402 -0.0287 0.1224
O 8.1748 2.6246 15.4211 -0.0181 -0.0077 0.0478
O -0.5595 8.1548 25.0624 0.0178 -0.0179 0.0104
O 15.633 11.9877 16.0654 0.0415 -0.0381 0.1127
O 15.0537 10.2123 17.8602 -0.0273 -0.0156 0.1047
O 14.9102 3.6561 17.941 -0.0064 -0.0003 0.0673
O 0.3783 15.6907 20.6531 -0.013 0.0356 0.0626
O 2.1033 13.62 21.1818 0.0244 -0.0174 0.0688
O 6.5382 0.4356 17.8348 0.034 0.0012 0.1247
O -22.8485 -3.8714 16.5731 0.0202 0.0219 0.1472
O -17.3679 1.2535 35.5062 -0.0095 -0.0154 -0.0175
O 2.9154 19.2014 19.278 -0.0291 -0.0288 0.0666
O 22.8313 8.5028 27.1422 -0.0269 -0.0114 -0.0562
O -23.1213 14.8541 26.91 -0.0052 0.0193 -0.0171
O 27.0913 7.9806 18.4264 -0.0159 0.0233 0.1126
O -18.2822 15.6585 27.5557 0.013 0.0046 -0.05
O 12.6499 6.9544 21.0881 -0.0519 -0.0202 0.0801
O 14.7439 0.6701 21.4629 -0.0172 0.0187 0.0353
O 10.3188 -0.3295 20.7897 -0.0175 -0.0387 0.1202
O 9.9578 22.559 16.0954 0.0244 -0.0518 0.1193
O 14.3461 17.9563 23.7068 -0.0156 0.0006 0.0257
O -0.5287 6.4145 26.9668 0.0192 0.0012 -0.007
O 6.8472 5.8044 29.8824 -0.0177 0.037 -0.0985
O 16.4704 -4.8276 25.0436 -0.0004 -0.0061 -0.0126
O 6.0803 14.8033 16.2622 -0.062 -0.0019 0.1625
O 5.9519 4.2657 26.9825 0.0131 0.0069 -0.017
N 0.9387 5.5352 23.168 0.0102 -0.0093 0.0427
O 10.9522 11.3353 18.4396 0.0111 0.0525 0.1509
O 1.877 26.3858 16.6045 0.0305 0.0234 0.1573
O 5.9405 -5.4435 18.3045 0.0208 0.013 0.0889
O 4.5458 2.4216 28.3275 -0.0176 0.0529 -0.0804
O 4.7879 3.0959 21.3778 0.0259 0.0109 0.0633
O -20.4547 -1.121 35.3844 0.0055 0.0261 0.0025
O -4.3692 13.7878 18.6806 0.0091 -0.0243 0.0758
O 17.9911 17.3896 32.3323 0.0106 -0.039 -0.1199
O -5.4475 19.3569 32.9095 0.0194 -0.0211 -0.076
O 19.6442 1.0452 22.2845 0.0092 0.0051 0.0604
O 25.0662 13.1349 23.4186 0.0036 0.0198 0.0646
O 9.9533 14.3593 22.9034 -0.0075 0.0394 0.0764
O 23.2457 3.345 18.8066 -0.0562 -0.0371 0.1155
O -5.9564 10.8918 29.5627 0.0109 -0.0225 -0.0381
O -14.3306 21.2097 29.9367 -0.0105 0.013 -0.0537
O 0.126 13.6826 30.1023 0.0652 0.03 -0.0957
O 5.5485 26.2321 31.8154 -0.0087 0.0384 -0.0691
O 18.3692 18.2598 17.3703 0.0177 0.0065 0.0778
O 0.2621 32.6238 28.1442 -0.0369 -0.0132 -0.0714
O -4.8462 20.5754 15.9613 -0.0511 0.0409 0.1297
O 5.0744 17.5984 16.1628 0.0559 -0.0152 0.1489
O 19.0425 8.3184 15.0225 0.0418 0.0077 0.0468
N -2.0226 12.4543 31.2401 -0.0065 -0.0793 -0.1012
N -10.3877 3.7454 35.0705 -0.0468 -0.0676 0.0259
O -1.5145 20.344 17.3556 -0.0173 -0.043 0.0713
O -7.6484 -6.2281 24.3478 -0.0139 0.0315 0.0306
O -0.9436 -4.0099 21.5568 0.005 0.0051 0.0541
O 7.5842 14.0904 21.76 -0.0315 -0.001 0.0379
O -1.2754 17.2471 35.2566 0.0326 0.0011 -0.0493
N -0.591 24.1513 20.5209 -0.0386 0.0271 0.1026
O 8.5193 -9.8219 19.2186 0.0143 0.0047 0.0716
O -4.8161 21.306 22.6205 0.0138 -0.0113 0.0616
O 7.825 16.8741 26.483 0.0248 -0.0005 -0.0198
O 20.1727 31.9613 26.2958 -0.0064 -0.0368 -0.0477
O 13.621 27.4656 18.9455 -0.0022 0.0585 0.1034
O 3.6214 8.7017 27.6214 0.0155 -0.0101 -0.0523
O 11.025 13.169 32.6524 0.0215 -0.0293 -0.2293
O 2.8731 24.4482 15.2531 -0.0056 0.0084 0.0475
O 5.6293 3.3393 23.7816 0.0012 0.0024 0.0407
O 3.8904 21.7415 33.2842 0.002 -0.0323 -0.0988
O 4.4777 13.0913 30.9075 0.013 -0.0138 -0.1169
O 2.1157 17.6816 28.765 -0.0094 0.0199 -0.0334
O -12.239 16.2277 24.667 0.0085 -0.0033 0.0245
O 6.7395 14.9939 35.1999 -0.0449 0.0173 -0.0276
O 4.0949 13.6547 25.8664 0.0046 0.0085 -0.0379
O 24.0614 4.2084 29.7154 0.0106 0.0244 -0.0427
O 7.816 20.0717 24.3773 0.0014 0.023 0.0213
O -9.8065 14.0501 27.6466 -0.0113 0.0119 -0.0627
N 16.8346 18.6563 22.8982 -0.0178 -0.0288 0.0835
O 3.3788 -2.37 34.4671 0.0148 0.0251 -0.0508
O -6.5848 -4.8915 29.7801 -0.0113 0.0086 -0.0252
O -2.0303 0.9855 28.4422 0.0549 -0.0328 -0.102
O 6.5876 34.8262 32.5664 -0.0196 -0.0229 -0.074
O -11.7018 31.9738 23.5823 0.0047 -0.0061 0.0707
O 20.1423 18.6801 19.2744 -0.0193 -0.0162 0.1742
O 11.4483 -7.2608 25.0997 -0.0133 0.0341 -0.0294
O 18.5259 7.9244 34.389 0.0125 0.0006 -0.0584
O -5.2175 20.8155 34.9415 -0.0073 -0.0018 -0.0466

Results
free energy: -65709.248 eV
free energy less fixed offsets of N -289.75, O -463.61, Si -117.95 eV per atom: -45.448 eV
pressure: -0.39 GPa
stress xx, yy, zz, yz, xz, xy (GPa, positive in tension): 0.91, 0.37, -0.1, 0.33, 0.66, -0.37
